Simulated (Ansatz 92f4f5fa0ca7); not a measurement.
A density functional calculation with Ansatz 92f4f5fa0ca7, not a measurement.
Periodic cell of 220 atoms, Si132O88, from a study of silicon, its oxide and their interface. The atomic structure is a simulated model.
Doubt: the cutoff is far below the 930 eV that the study's wrapper takes by default for these files, so forces and energies are approximate.
This geometry differs little from another in the collection (a relaxation step or a small displacement).

Settings: functional PBE; potential files Ansatz PAW; basis plane waves; wave-function cutoff 580 eV; density cutoff ratio 5; exchange-correlation grid ratio 1; k mesh 1 x 1 x 1, Gamma-centred; self-consistency stop 5e-08 eV per atom in the density residual; occupations fixed; spin none; net charge 0.

Cell vectors (angstrom)
a 10.938 0 0
b 0 10.938 0
c 0 0 32.2119

Atoms: element, x, y, z (angstrom)
Si -0.2277 0.2332 24.6605
Si 5.7135 -0.3434 24.7289
Si 2.511 2.8149 24.7376
Si 8.4622 2.4724 24.6702
Si 0.1903 4.9687 24.6111
Si 5.2326 5.7999 25.0137
Si 2.9652 7.9122 24.7648
Si 7.9639 8.3862 24.7523
Si 1.3177 1.3279 26.0831
Si 6.8496 1.3158 25.9884
Si 4.0696 4.0467 26.0549
Si 9.5627 4.0156 26.0763
Si 1.2895 6.726 25.9201
Si 6.8346 6.9305 26.2326
Si 4.0955 9.5193 26.0777
Si 9.5661 9.5784 26.0051
Si 2.7356 -0.0133 27.4146
Si 8.2158 -0.0051 27.4192
Si 0.0039 2.7144 27.4708
Si 5.4914 2.7088 27.3899
Si 2.6987 5.448 27.4028
Si 8.2213 5.4544 27.4303
Si 0.0069 8.1767 27.3534
Si 5.4464 8.2542 27.5266
Si 4.1018 1.3673 28.7936
Si 9.5708 1.3673 28.7936
Si 1.3673 4.1018 28.7936
Si 6.8362 4.1018 28.7936
Si 4.1018 6.8362 28.7936
Si 9.5708 6.8362 28.7936
Si 1.3673 9.5708 28.7936
Si 6.8362 9.5708 28.7936
Si 0 0 30.1609
Si 5.469 0 30.1609
Si 2.7345 2.7345 30.1609
Si 8.2035 2.7345 30.1609
Si 0 5.469 30.1609
Si 5.469 5.469 30.1609
Si 2.7345 8.2035 30.1609
Si 8.2035 8.2035 30.1609
Si 1.3673 1.3673 31.5281
Si 6.8362 1.3673 31.5281
Si 4.1018 4.1018 31.5281
Si 9.5708 4.1018 31.5281
Si 1.3673 6.8362 31.5281
Si 6.8362 6.8362 31.5281
Si 4.1018 9.5708 31.5281
Si 9.5708 9.5708 31.5281
Si 2.7345 0 0.6835
Si 8.2035 0 0.6835
Si 0 2.7345 0.6835
Si 5.469 2.7345 0.6835
Si 2.7345 5.469 0.6835
Si 8.2035 5.469 0.6835
Si 0 8.2035 0.6835
Si 5.469 8.2035 0.6835
Si 4.1018 1.3673 2.0507
Si 9.5708 1.3673 2.0507
Si 1.3673 4.1018 2.0507
Si 6.8362 4.1018 2.0507
Si 4.1018 6.8362 2.0507
Si 9.5708 6.8362 2.0507
Si 1.3673 9.5708 2.0507
Si 6.8362 9.5708 2.0507
Si 0 0 3.418
Si 5.469 0 3.418
Si 2.7345 2.7345 3.418
Si 8.2035 2.7345 3.418
Si 0 5.469 3.418
Si 5.469 5.469 3.418
Si 2.7345 8.2035 3.418
Si 8.2035 8.2035 3.418
Si 1.3579 1.3715 4.8267
Si 6.8294 1.3711 4.858
Si 4.1954 3.9963 4.6826
Si 9.5255 4.1165 4.805
Si 1.3261 6.911 4.7424
Si 6.8701 6.8289 4.7374
Si 4.0664 9.6218 4.84
Si 9.5725 9.5857 4.7938
Si 2.7224 0.0567 6.3381
Si 8.2327 0.0126 6.2187
Si -0.0727 2.7389 6.1642
Si 5.4364 2.7175 6.2806
Si 2.8521 5.4994 5.7718
Si 8.206 5.5231 6.2035
Si 0.0232 8.2799 6.2202
Si 5.5377 8.233 6.0482
Si 3.653 1.838 7.6879
Si 9.8265 1.1033 7.6047
Si 1.53 4.1764 7.0757
Si 6.5882 4.3676 7.4952
Si 4.3956 6.5458 7.1582
Si 9.2971 7.2126 7.4944
Si 1.1664 9.8012 7.6821
Si 7.0067 9.374 7.4766
O 1.4504 3.9698 24.2349
O 6.8325 9.4817 24.2138
O 2.5332 3.0233 7.6484
O 8.1319 8.2739 7.9689
O 5.429 5.4844 7.9228
O 0.0203 -0.0018 8.1417
O 4.1294 6.8192 24.2971
O 9.5982 1.3684 24.1444
O 1.8256 9.1389 9.0736
O 1.0787 5.2771 8.2291
O 9.0577 1.7112 8.9637
O 6.256 9.9407 8.841
O 3.7152 1.7085 9.3607
O 3.4191 7.282 8.2168
O 7.2064 3.6837 8.8845
O 9.9436 6.7788 8.9627
O 2.9798 1.9724 23.3749
O 5.0366 0.2597 23.345
O 7.8951 3.2533 23.3003
O 10.3325 5.0459 23.164
O 8.6669 7.6137 23.4689
O 2.3982 8.6417 23.4039
O 6.3236 5.2711 23.9095
O 0.5113 10.566 23.3016
Si 2.9741 8.045 9.5562
Si 9.9645 0.2262 13.0852
Si 14.7544 5.8952 13.2448
Si 4.4518 1.6533 22.7406
Si 8.5736 2.3432 20.2258
Si 10.1914 4.9375 21.5364
Si 1.2146 9.3129 22.5148
Si 13.1052 4.5671 20.189
Si 1.9794 5.394 11.0476
Si -2.0183 10.1278 20.1171
Si 4.4454 6.6372 15.9647
Si 7.4461 9.3757 12.6952
Si 5.6772 9.578 10.3242
Si 5.4036 2.9559 12.7172
Si 3.1205 12.5456 15.9792
Si 2.6725 9.3634 19.7605
Si 5.2944 3.836 15.4453
Si 3.3233 2.6488 10.6565
Si 4.9363 10.9725 12.7089
Si 6.4897 4.0072 22.9255
Si 13.1242 0.7085 13.0181
Si 8.6727 3.2318 9.4483
Si 9.6096 14.0314 17.4178
Si 12.2412 2.4508 18.3643
Si 8.2079 4.5373 15.1932
Si 4.675 -0.0923 17.9995
Si 4.9995 4.8193 20.4184
Si 7.255 7.6013 15.2322
Si 14.5532 6.6987 18.8584
Si 9.4284 7.795 22.0293
Si 18.2935 9.6995 17.4053
Si 10.7535 5.4036 9.2527
Si 5.5278 13.0152 19.9349
Si 0.3971 -0.5718 18.4176
Si 9.5532 11.2253 16.1599
Si 8.5918 3.0741 12.5787
O 6.9922 13.783 12.653
O 6.9965 -8.7125 20.6441
O 11.7158 0.9705 18.7884
O 4.8409 4.131 13.8174
O 2.0982 2.4008 16.9551
O 9.7873 10.794 14.6416
O 5.5275 1.169 18.5927
O 3.3705 10.4788 12.9332
O 2.5465 4.0424 10.2927
O 0.3498 5.3317 10.7963
O 5.101 3.5507 19.3984
O 9.4018 3.5712 20.9815
O 15.8643 6.5431 12.4101
O 1.6968 9.4136 18.447
O 0.0747 8.1772 22.2267
O 13.3834 5.5527 18.8983
O 16.6705 -1.1561 17.3769
O 10.6052 10.2943 16.98
O 4.5052 1.5616 21.1127
O 2.4261 5.2712 12.6228
O 6.2478 4.7206 21.4627
O 8.6511 9.0659 21.3274
O 8.0137 10.9728 16.6198
O 3.1781 7.8426 19.9224
O 15.9806 6.1395 19.4622
O 4.911 12.4802 13.3351
O 8.8656 10.1764 12.345
O 8.9418 4.1373 13.7776
O 6.2047 10.2224 13.4169
O 7.7788 8.2625 13.8363
O 7.821 8.3573 16.5842
O 4.2784 8.7569 10.2121
O 4.7395 3.2051 11.2838
O 5.2856 10.9758 11.1079
O 4.4491 13.4889 15.8796
O 3.9312 10.2924 19.3358
O 6.8921 3.5571 15.4096
O 13.0789 3.0295 19.6284
O 0.6539 11.0672 12.7662
O -1.5356 6.3611 21.1876
O 5.631 7.5842 15.3967
O 5.0045 5.1374 16.35
O 3.7861 7.2409 17.3266
O 0.0711 3.4939 18.136
O 11.7086 4.938 20.9212
O 7.8066 6.0873 15.1822
O 5.3382 2.9176 23.2498
O 12.8778 9.8459 21.1379
O 9.054 11.7252 20.5249
O 2.4776 1.803 11.8041
O 2.3377 1.3288 14.5586
O 9.1302 4.3472 16.5168
O 3.6402 0.2723 16.7766
O 9.4988 12.6946 12.8075
O 10.3796 -1.2101 19.5514
O 7.8031 9.7952 18.9724
O 14.4434 15.6742 21.1545
O 6.8451 -2.0736 11.2497
O 14.3104 6.3733 14.7586
O 2.3971 6.8952 10.5514
O 9.8011 4.1789 8.7762
O 8.8311 3.5227 11.0392
O 9.8631 1.8639 16.3761
O 8.5849 2.6595 18.6126

Results
free energy: -133959.053 eV
free energy less fixed offsets of O -568.88, Si -635.61 eV per atom: 2.907 eV

Forces (eV/angstrom), in the order of the atoms: element, x, y, z
Si -0.0017 0.0009 0.0004
Si 0.0004 -0.0013 0.0012
Si -0.0026 -0.0015 0.0011
Si 0.0038 0.0002 -0.0026
Si 0.0008 -0.0024 -0.0035
Si 0.0006 0.0021 0.0018
Si 0.0021 0.0004 -0.0012
Si -0.0002 0.0007 0.0004
Si -0.0002 0.0024 0.0018
Si 0.0003 -0.003 0.0026
Si -0.0007 0.0002 0.0011
Si 0.0014 -0.0018 0.003
Si -0.0003 -0.0012 0.0017
Si -0.0009 0.0001 0.0017
Si 0.0028 -0.0017 0.0024
Si -0.0019 0.0018 0.0017
Si -0.0013 0.0001 -0.0012
Si 0.0016 -0.0005 -0.002
Si 0.0003 -0.0006 -0.0028
Si -0.0009 0.0013 0.0001
Si 0.0014 0.0006 -0.0001
Si -0.0009 0.0017 -0.0012
Si 0 0.0006 0
Si -0.0017 -0.0005 -0.0033
Si 0.0899 -0.0318 -0.1906
Si -0.1054 -0.1316 0.2359
Si -0.0178 0.0428 0.2158
Si 0.024 -0.1516 -0.1401
Si -0.3427 -0.1915 0.0877
Si 0.1975 0.0212 -0.1803
Si -0.0228 -0.2674 -0.2952
Si 0.1871 0.4663 0.4765
Si -0.1135 -0.0015 -0.0209
Si 0.1309 0.0121 0.0434
Si -0.0388 0.0915 -0.0408
Si 0.0007 -0.0497 0.0196
Si 0.0559 -0.0284 0.0011
Si -0.0961 -0.0228 -0.0466
Si -0.0175 -0.1031 0.0033
Si -0.0498 0.053 -0.0368
Si 0.0827 -0.0305 -0.0196
Si -0.0812 0.0539 -0.0019
Si 0.0416 -0.0574 -0.0039
Si -0.0117 0.0684 -0.0365
Si -0.0208 0.0356 -0.0201
Si 0.0295 -0.0261 -0.0157
Si -0.0396 0.0035 -0.0358
Si 0.048 -0.0585 -0.0001
Si 0.0178 -0.0283 0.0072
Si -0.0373 0.0312 0.0051
Si -0.0507 0.037 0.0053
Si 0.0284 0.037 0.0428
Si -0.0322 0.0336 0.0041
Si 0.021 -0.0771 0.0142
Si 0.0278 -0.044 0.0341
Si -0.0111 0.0189 0.0168
Si -0.1092 -0.0133 -0.0544
Si 0.0629 -0.022 0.0719
Si 0.0655 -0.0027 0.0725
Si -0.0068 0.09 -0.0856
Si 0.0174 -0.0526 0.0894
Si -0.0182 0.0471 -0.0533
Si 0.0789 0.051 -0.0505
Si 0.0427 -0.045 0.0628
Si 0.1152 0.0436 0.0778
Si -0.0813 0.1353 0.4089
Si -0.1192 -0.5376 -0.2744
Si -0.3586 0.0845 0.2248
Si -0.2472 0.0223 0.1154
Si 0.4402 -0.1614 -0.4593
Si -0.0913 0.6084 -0.0569
Si 0.3074 0.0463 -0.2239
Si -0.002 -0.0019 0.0008
Si 0.0007 -0.0008 0.0011
Si 0.0011 -0.0015 0.0033
Si 0.0022 -0.0017 0.0004
Si 0.0016 -0.0006 0.0013
Si 0.0013 -0.0003 0.0035
Si 0.0006 0 0.0011
Si 0.0005 0.001 0.0021
Si 0.0007 0.0002 -0.0006
Si 0.0002 -0.0007 -0.0017
Si 0.0021 0.0033 -0.0008
Si -0.0015 0.001 -0.0027
Si -0.0021 0.0006 -0.0026
Si -0.003 0.0027 -0.0015
Si -0.0015 0 -0.0012
Si -0.0005 -0.0009 -0.0015
Si -0.0007 0.0004 0.0017
Si -0.0005 -0.0021 0.0015
Si -0.0011 -0.0013 0.0002
Si -0.0002 0.0011 -0.0003
Si 0.0027 0.0008 -0.0015
Si -0.0006 0.002 0.0008
Si -0.0003 0.0012 0.0018
Si 0.0016 0.0012 0.002
O -0.0001 0.0018 -0.0004
O -0.0013 -0.0004 -0.002
O 0 -0.0022 -0.0001
O 0.0008 -0.0013 0.0003
O 0.0012 -0.0014 0.0023
O 0.001 0.0001 0.0007
O -0.0001 0 -0.0016
O -0.0001 0.0009 -0.0017
O -0.0018 0.002 -0.0027
O 0.0005 0 -0.0011
O 0.0002 0.0002 -0.0008
O 0 -0.0002 -0.0015
O 0.0007 -0.0005 -0.0014
O -0.0002 -0.0007 -0.0018
O 0.0002 0.0002 0
O -0.0005 0.0002 -0.0007
O 0.0006 0.0002 0.0004
O 0.0004 -0.0001 0.0002
O 0.0003 -0.0008 0.0017
O 0.0002 0.0003 0.002
O 0 0 0.0005
O 0 -0.0004 0.0012
O 0.0002 -0.0003 0.0003
O -0.0001 0.0001 0.0008
Si 0.0004 -0.0015 0.0043
Si 0.0002 -0.0002 -0.0003
Si -0.0271 -0.0024 0.0192
Si -0.0004 0.0001 -0.0015
Si 0 -0.0001 -0.0003
Si 0.0002 0 -0.0009
Si 0.0001 -0.0001 -0.0014
Si -0.0001 0.0001 -0.0007
Si 0.0007 0.0024 0.0005
Si -0.0001 -0.0001 -0.0002
Si -0.0012 -0.0011 -0.0003
Si -0.0005 0 0.0003
Si -0.0011 -0.0003 0.0007
Si -0.0013 -0.0032 0.0078
Si 0.0007 0.0005 -0.001
Si -0.0001 -0.0001 -0.0004
Si -0.0011 -0.002 -0.0016
Si -0.0025 0.0002 0.0006
Si 0.0008 -0.0014 0.0013
Si -0.0005 0.0003 -0.0013
Si 0.0013 -0.0002 0.0014
Si 0 -0.0001 0.001
Si 0.0001 0.0003 0.0001
Si 0.0006 -0.0002 -0.0006
Si -0.001 -0.0012 0.0011
Si -0.0002 0.0006 -0.0004
Si -0.0001 0 -0.0006
Si -0.0011 0.0008 0.0002
Si 0.0001 0 -0.0008
Si 0.0001 0.0001 -0.0007
Si 0.0002 -0.0002 0
Si 0.0015 0.0006 0.0016
Si 0.0001 -0.0003 -0.0006
Si 0.0004 -0.0001 0.0001
Si 0 0.0001 0.0006
Si 0.0003 0.0002 -0.0003
O -0.0009 0.0029 -0.0021
O 0.0003 -0.0001 0.0001
O 0 0 0.0001
O 0.0036 -0.002 -0.0047
O -0.0003 0.0001 0.0002
O 0.0002 0 -0.0004
O 0.0002 0.0003 0.0001
O 0.0002 0.0011 -0.0003
O 0.0011 -0.0013 -0.0009
O -0.0013 -0.0004 -0.0003
O 0.0001 0.0003 0.0002
O 0.0001 0 0.0002
O 0.0187 0.0043 -0.0117
O 0 0.0001 0.0002
O 0.0003 0.0002 0.0004
O 0 -0.0002 0.0002
O 0.0001 -0.0002 -0.0002
O 0.0002 -0.0002 -0.0002
O -0.0001 0 0.0005
O 0.0007 -0.0017 -0.0025
O 0.0002 -0.0001 0.0003
O 0.0002 -0.0001 0.0002
O 0 0.0001 -0.0002
O 0 0.0001 0.0003
O 0.0003 -0.0001 0.0004
O 0.0017 0.0002 -0.0016
O 0.0007 0.0003 -0.0001
O -0.0001 0 -0.0005
O 0.0002 -0.0001 -0.0002
O 0.0006 -0.0003 0
O 0.0001 0 0.0001
O 0.0006 0.0001 -0.0002
O 0.0021 0.0023 -0.002
O -0.0001 0.0005 -0.0005
O 0.0022 0.0002 0.0005
O 0.0001 -0.0001 0.0003
O 0.0013 0.0015 -0.0001
O 0.0001 0.0001 0.0003
O -0.0004 0.0002 -0.0004
O 0.0001 -0.0001 0.0003
O 0.0015 0.0005 0.0004
O 0.0018 0.001 0.0008
O 0.0003 0.0004 0.0008
O -0.0002 0.0001 0
O 0 0.0001 0.0002
O 0.0005 -0.0004 -0.0006
O 0.0003 0 0.0007
O -0.0001 0 0.0004
O 0.0001 0.0001 0
O 0.0005 0.0006 -0.0015
O -0.0004 -0.0004 0.0001
O 0.0003 0 0
O 0.0001 -0.0004 0.0001
O -0.0003 0.0002 -0.0002
O 0 0 0.0001
O 0.0002 0 0
O 0.0002 0 0.0004
O 0.0006 0.0002 -0.0005
O 0.0024 -0.001 -0.0002
O -0.0009 0.0003 -0.0019
O -0.0005 -0.0004 -0.0005
O -0.0001 -0.0004 -0.0001
O 0 0.0001 -0.0001
O 0.0002 0 0

The program warned: the cutoff lies below the one the program advises for these potential files; the exchange-correlation potential is rough where the density is thin.
